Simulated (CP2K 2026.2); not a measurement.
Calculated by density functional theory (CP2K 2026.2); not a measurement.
Periodic cell of 504 atoms, Si360O144, from a study of silicon, its oxide and their interface. The atomic structure is a simulated model.
Doubt: the forces sum to 1.68 eV/angstrom along one axis rather than to zero, so they err by at least 0.0033 eV/angstrom per atom on average; the grid cutoff is modest.

Settings
functional: PBE
method: Gaussian and plane waves
basis set: DZVP-MOLOPT-SR-GTH
pseudopotentials: GTH-PBE
grid cutoff: 350 Ry, relative cutoff 50 Ry
k points: Gamma only
occupations: fixed
spin: none
net charge: 0

Cell vectors (angstrom)
a	16.32	0	0
b	0	16.32	0
c	-6.5631	5.0812	33.8427

Atoms and the computed forces on them: element, x, y, z (angstrom), force x, y, z (eV/angstrom)
Si	0.977	15.258	0.025	0.234	-0.121	0.88
Si	3.845	1.789	0.079	0.04	-0.303	0.71
Si	1.575	3.97	0.24	-0.175	0.03	0.72
Si	3.71	6.971	0.201	0.181	0.104	0.718
Si	1.625	9.278	0.031	-0.142	0.038	0.762
Si	4.406	11.908	0.024	-0.026	0.013	0.792
Si	0.574	19.708	33.782	-0.252	0.212	0.751
Si	9.173	1.61	0.155	0.12	0.014	0.723
Si	7.047	3.882	0.06	-0.154	0.108	0.772
Si	9.772	6.603	0.04	-0.151	0.158	0.78
Si	0.069	14.767	33.682	0.169	-0.213	0.757
Si	9.418	12.428	0.09	0.076	-0.255	0.744
Si	5.893	19.714	33.804	-0.093	0.248	0.69
Si	15.248	1.229	0.362	-0.157	-0.072	0.687
Si	11.983	4.408	0.03	0.112	-0.259	0.799
Si	14.659	7.002	0.075	0.225	-0.035	0.796
Si	12.523	9.302	0.049	-0.221	0.081	0.782
Si	14.609	12.36	0.028	0.227	0.037	0.733
Si	2.735	16.334	1.227	-0.009	0.007	-0.095
Si	5.438	2.811	1.438	0.04	0.014	-0.047
Si	2.653	5.489	1.627	0.003	0.007	-0.006
Si	5.455	8.156	1.25	-0.008	0.025	-0.059
Si	2.789	10.826	1.346	-0.004	0.011	-0.052
Si	5.519	13.538	1.288	0.029	0.023	-0.066
Si	8.056	16.305	1.37	-0.004	-0.046	-0.024
Si	10.847	2.771	1.326	0.055	0.001	-0.04
Si	8.206	5.442	1.36	0.04	0.007	-0.063
Si	10.922	8.16	1.354	0.035	-0.04	-0.053
Si	8.171	10.821	1.265	-0.005	0.023	-0.026
Si	10.923	13.599	1.418	0.009	0.024	-0.025
Si	13.577	16.248	1.337	-0.074	-0.001	-0.034
Si	0.102	2.758	1.602	0	0.034	-0.01
Si	13.542	5.469	1.432	-0.013	-0.016	-0.049
Si	-0.011	8.156	1.321	-0.019	-0.002	-0.039
Si	13.549	10.871	1.458	0.004	-0.016	-0.053
Si	-0.078	13.578	1.291	-0.038	-0.021	-0.059
Si	1.48	1.325	2.803	0.038	-0.03	0.059
Si	4.125	4.147	2.846	0.002	-0.012	0.029
Si	1.234	6.834	2.842	-0.024	0.034	0.032
Si	4.131	9.486	2.724	-0.005	-0.022	0.039
Si	1.369	12.238	2.62	-0.016	-0.018	-0.017
Si	4.099	14.942	2.589	-0.004	0.01	-0.014
Si	6.72	1.332	2.754	-0.001	0.036	0.023
Si	9.529	4.091	2.763	0.002	0.003	0.035
Si	6.805	6.813	2.659	-0.025	0.002	-0.018
Si	9.518	9.504	2.673	0.012	0.007	-0.011
Si	6.852	12.198	2.692	-0.001	-0.01	0.034
Si	9.529	15.005	2.707	-0.016	0.007	0.009
Si	12.213	1.352	2.651	0.002	0.002	-0.003
Si	14.926	4.108	2.78	0.009	0.006	0.01
Si	12.221	6.825	2.803	0.011	0.002	0.029
Si	15.002	9.539	2.729	0.006	-0.017	0.028
Si	12.196	12.212	2.808	-0.015	-0.003	0.011
Si	14.924	14.909	2.745	0.035	0.004	-0.001
Si	0.015	16.287	4.077	-0.008	0.015	-0.045
Si	2.784	2.719	4.157	-0.02	-0.02	0.005
Si	-0.075	5.451	4.18	0.012	0.009	0.008
Si	2.715	8.173	4.099	0.035	0.003	-0.03
Si	0.041	10.905	4.063	-0.003	-0.013	-0.027
Si	2.728	13.601	3.988	0.019	0.012	-0.006
Si	5.384	16.278	4.075	-0.015	0.007	-0.001
Si	8.143	2.703	4.076	0.007	0	-0.04
Si	5.492	5.504	4.13	0.004	-0.006	0.018
Si	8.159	8.157	4.045	0	-0.009	-0.009
Si	5.467	10.875	4.074	0.01	-0.013	-0.026
Si	8.189	13.591	4.051	-0.018	-0.017	-0.017
Si	10.875	16.353	4.074	0.007	-0.009	-0.005
Si	13.569	2.694	4.064	-0.026	-0.004	-0.003
Si	10.867	5.446	4.138	0.009	0	-0.018
Si	13.622	8.186	4.107	-0.019	-0.002	-0.025
Si	10.827	10.851	4.108	0.014	0.008	0.009
Si	13.588	13.572	4.128	-0.005	0.031	-0.008
Si	1.326	14.976	16.264	-0.005	0.006	-0.007
Si	4.075	17.685	16.278	0.012	0.001	-0.003
Si	1.336	4.073	16.344	-0.015	-0.005	0.011
Si	4.079	6.784	16.346	0.016	-0.012	0.012
Si	1.355	9.492	16.33	-0.009	-0.012	0.004
Si	4.098	12.22	16.279	-0.008	0.003	-0.008
Si	6.797	14.95	16.282	-0.003	-0.013	-0.003
Si	9.528	17.686	16.289	-0.001	0.014	-0.005
Si	6.801	4.096	16.318	0.006	-0.01	0.004
Si	9.527	6.817	16.35	-0.009	0.018	0.015
Si	6.79	9.503	16.312	-0.013	-0.001	0.005
Si	9.533	12.24	16.304	-0.001	0.002	0.007
Si	12.243	14.963	16.323	-0.01	-0.005	0.01
Si	-1.323	17.707	16.324	0.025	-0.009	0.001
Si	12.26	4.113	16.315	0.019	0.002	-0.001
Si	-1.348	6.796	16.312	0	0.007	-0.009
Si	12.214	9.521	16.328	0.003	-0.006	0.003
Si	-1.387	12.237	16.316	-0.009	0.002	0
Si	2.657	16.362	17.604	0.002	-0.01	-0.002
Si	5.449	2.7	17.639	-0.029	0.01	0.012
Si	2.706	5.417	17.692	0.015	0.02	0.035
Si	5.442	8.15	17.708	0.008	0.015	0.003
Si	2.776	10.832	17.637	0.006	0.002	-0.007
Si	5.412	13.614	17.636	0.014	-0.008	0.034
Si	8.197	16.277	17.621	-0.002	0.005	-0.004
Si	10.859	2.773	17.628	-0.019	-0.015	0.006
Si	8.147	5.464	17.698	0.006	-0.033	0.009
Si	10.897	8.159	17.734	0.001	0.009	0.039
Si	8.163	10.872	17.632	0.014	0.012	0.021
Si	10.886	13.59	17.69	0.008	-0.001	0.001
Si	-2.686	16.337	17.639	0.008	0.008	0.022
Si	-0.002	2.731	17.766	-0.001	-0.001	0.02
Si	-2.677	5.448	17.696	-0.039	0.01	0.005
Si	-0.011	8.133	17.702	0.014	-0.036	0.027
Si	-2.791	10.916	17.682	-0.002	0.009	-0.001
Si	-0.002	13.604	17.631	-0.016	0.019	0.035
Si	1.375	17.654	19.101	-0.008	0.013	0.028
Si	4.04	3.988	19.015	0.01	-0.027	-0.024
Si	1.369	6.778	19.09	-0.015	0.007	-0.037
Si	4.079	9.484	19.086	-0.014	0.003	0.023
Si	1.44	12.248	18.906	0.015	0.019	-0.039
Si	3.989	15.004	18.924	0.008	-0.028	-0.043
Si	6.856	17.649	18.933	-0.005	-0.003	-0.023
Si	9.53	4.124	19.044	0.011	0.014	-0.018
Si	6.779	6.792	19.091	0.012	-0.007	0.007
Si	9.495	9.544	19.049	-0.014	0.008	-0.015
Si	6.799	12.242	18.955	-0.011	0.022	-0.029
Si	9.533	14.946	19.039	-0.036	0.004	0.014
Si	12.266	17.757	18.918	0.028	-0.009	-0.039
Si	-1.356	4.125	19.135	0.021	-0.004	0.007
Si	12.306	6.788	19.083	0.001	0.01	-0.026
Si	-1.426	9.536	18.972	-0.007	-0.019	-0.037
Si	12.19	12.253	19.126	0.008	-0.048	0.014
Si	-1.373	14.938	19.014	0.002	0	-0.023
Si	-0.006	16.268	20.406	-0.014	-0.009	0.057
Si	2.768	18.945	20.516	0.028	0.007	0.065
Si	0.063	5.41	20.538	0.026	-0.029	0.05
Si	2.711	8.148	20.497	0.015	-0.015	0.026
Si	0.033	10.904	20.157	0.006	-0.006	0.021
Si	2.714	13.62	20.329	-0.001	0.023	0.057
Si	5.402	16.335	20.203	-0.009	0.001	0.042
Si	8.188	18.996	20.323	0.029	0.003	0.007
Si	5.364	5.375	20.348	-0.02	0.008	0.019
Si	8.163	8.164	20.435	0.018	0.033	0.041
Si	5.465	10.899	20.353	0.026	-0.001	0.039
Si	8.125	13.584	20.367	0.023	-0.018	0.06
Si	10.959	16.374	20.25	-0.01	-0.008	0.028
Si	-2.813	19.105	20.407	-0.041	0.014	0.056
Si	10.926	5.446	20.451	0.006	-0.007	0.038
Si	-2.704	8.213	20.449	-0.032	0.015	0.036
Si	10.772	10.922	20.503	-0.035	0.006	0.052
Si	-2.737	13.622	20.448	-0.016	0.033	0.052
Si	1.108	14.639	21.719	0.114	0.223	-0.747
Si	4.483	17.821	21.759	-0.323	-0.087	-0.71
Si	1.606	4.132	21.9	-0.225	-0.101	-0.753
Si	3.771	6.418	21.737	0.049	0.118	-0.817
Si	1.118	9.485	21.64	0.291	-0.042	-0.697
Si	4.357	12.538	21.601	-0.135	-0.083	-0.799
Si	6.49	14.789	21.509	0.177	-0.018	-0.765
Si	9.822	17.878	21.591	-0.171	0.017	-0.737
Si	6.591	3.813	21.569	0.053	0.116	-0.778
Si	9.806	7.057	21.721	-0.165	-0.072	-0.812
Si	6.965	9.722	21.719	-0.098	-0.152	-0.75
Si	9.097	12.022	21.836	0.239	0.115	-0.766
Si	-3.851	15.316	21.681	-0.113	-0.299	-0.781
Si	-1.635	17.488	21.563	0.181	0.014	-0.826
Si	11.947	3.86	21.898	0.21	0.184	-0.7
Si	-0.998	7.165	21.7	-0.117	-0.103	-0.805
Si	11.964	9.332	21.748	0.14	0.116	-0.821
Si	-1.058	12.395	21.544	-0.223	0.035	-0.716
Si	4.349	9.52	25.793	0.016	0.122	0.021
Si	5.295	18.973	26.831	-0.018	0.035	0.027
Si	-1.437	10.283	31.84	0.077	-0.07	0.045
Si	-4.177	14.025	24.365	0.02	0.064	-0.083
Si	1.767	18.353	28.701	-0.06	0.065	-0.047
Si	8.913	8.36	27.07	-0.051	0.023	-0.075
Si	-3.001	15.823	26.533	0.002	0.036	0.047
Si	0.351	5.637	26.624	0.176	-0.086	-0.045
Si	3.3	6.637	29.586	-0.015	0.085	0.002
Si	3.053	4.6	27.327	0.007	-0.026	-0.114
Si	-2.186	9.603	26.001	-0.019	-0.085	0.023
Si	2.107	11.942	28.8	0.146	-0.014	-0.081
Si	4.063	9.509	28.651	-0.031	0.026	0.012
Si	5.701	7.751	23.841	0.082	0.07	-0.174
Si	2.047	13.525	31.563	-0.07	-0.029	0.145
Si	1.545	15.759	24.596	-0.085	-0.086	-0.163
Si	9.844	14.684	28.942	0.045	0.021	-0.027
Si	-0.055	19.636	30.739	0.07	0.164	0.173
Si	8.167	16.276	23.689	0.014	-0.09	-0.128
Si	-5.388	18.919	31.042	-0.145	0.038	0.148
Si	-0.778	17.302	27.566	0.05	-0.064	-0.006
Si	4.6	5.444	32.029	-0.029	-0.107	0.019
Si	7.79	17.67	26.238	0.006	0.014	0.061
Si	10.557	20.253	28.555	0.033	0.06	-0.035
Si	-4.799	9.382	27.761	-0.028	0.043	0.091
Si	2.616	11.183	23.844	-0.1	0.058	-0.058
Si	0.328	6.191	29.56	0.052	-0.067	0.085
Si	9.753	16.022	31.697	-0.015	-0.027	0.168
Si	-2.054	15.421	29.333	-0.025	-0.104	-0.029
Si	-4.815	6.701	29.581	-0.105	0.008	-0.05
Si	4.249	15.814	31.691	-0.027	-0.037	0.13
Si	8.877	7.876	30.184	0.118	-0.069	0.135
Si	9.574	5.383	26.162	0.031	0.124	0.089
Si	-2.695	17.897	30.998	0.122	-0.075	0.148
Si	9.343	13.542	24.66	-0.156	-0.075	-0.243
Si	4.387	16.885	28.843	0.07	0.041	-0.013
Si	5.912	15.379	26.737	0.049	0.069	-0.051
Si	-0.475	11.302	27.563	0.142	0.012	0.046
Si	-2.123	7.41	31.066	0.002	0.012	0.135
Si	-1.576	6.895	24.67	0.025	-0.081	0.013
Si	-1.941	12.442	29.876	0.025	-0.057	-0.013
Si	10.754	17.366	27.328	-0.062	-0.031	0.092
Si	0.073	18.539	23.928	0.22	0.057	-0.208
Si	-2.874	11.275	23.677	0.012	-0.106	-0.136
Si	-3.813	4.822	24.945	-0.05	-0.086	-0.253
Si	7.973	5.594	23.776	-0.008	0.106	-0.182
Si	4.338	16.784	24.77	0.122	0.067	-0.251
Si	6.836	7.551	32.161	-0.061	0.087	-0.004
Si	6.576	10.294	27.319	0	-0.012	0.02
Si	7.743	13.058	27.154	0.073	-0.04	0.051
Si	-4.938	12.025	29.625	-0.06	-0.098	-0.164
Si	9.716	10.502	31.761	0.067	-0.106	0.169
Si	1.345	13.065	26.079	0.165	-0.031	0.112
Si	-1.626	19.673	26.384	-0.101	0.014	-0.095
Si	1.377	14.929	5.418	0.024	-0.007	-0.016
Si	4.1	1.333	5.492	0.008	0.001	0.019
Si	1.355	4.076	5.46	0.001	-0.006	-0.012
Si	4.078	6.82	5.463	-0.002	0.005	0.007
Si	1.38	9.552	5.45	-0.015	-0.007	-0.011
Si	4.082	12.249	5.393	-0.024	0.009	-0.011
Si	6.795	14.937	5.407	0.008	0.013	-0.007
Si	9.51	1.366	5.445	0.004	0.004	0.007
Si	6.82	4.086	5.454	-0.001	-0.004	-0.009
Si	9.499	6.812	5.455	-0.01	-0.001	0.002
Si	6.813	9.514	5.434	0.006	0.001	-0.01
Si	9.507	12.241	5.455	-0.012	0.008	0.01
Si	12.229	14.973	5.438	-0.014	-0.004	0
Si	14.963	1.348	5.418	-0.009	0.011	-0.009
Si	12.233	4.063	5.456	0.011	-0.002	-0.012
Si	14.923	6.825	5.515	-0.005	0.002	0.014
Si	12.234	9.524	5.452	0.004	-0.009	-0.001
Si	14.979	12.226	5.45	0.011	0	0
Si	2.711	16.295	6.807	-0.009	0.026	0.007
Si	5.463	2.718	6.815	-0.001	-0.02	0
Si	2.721	5.441	6.809	0.015	-0.004	-0.005
Si	5.444	8.175	6.809	-0.008	0.002	0.006
Si	2.737	10.908	6.797	-0.001	-0.003	0.001
Si	5.435	13.593	6.78	0.002	-0.001	-0.008
Si	8.148	16.307	6.78	-0.002	0.002	0.003
Si	10.869	2.716	6.815	-0.003	0.004	-0.002
Si	8.164	5.443	6.822	0.005	-0.008	0.001
Si	10.875	8.161	6.809	0.004	-0.001	0.001
Si	8.153	10.877	6.809	0	0.011	0.003
Si	10.877	13.606	6.799	0.003	-0.005	0.004
Si	13.602	16.321	6.794	-0.001	-0.006	-0.003
Si	-0.01	2.709	6.799	0.002	-0.004	0.001
Si	13.575	5.431	6.833	0.001	0.013	0
Si	0.011	8.186	6.814	-0.001	-0.005	-0.004
Si	13.604	10.879	6.806	0.001	0.003	-0.002
Si	0.017	13.589	6.8	-0.005	-0.001	0.002
Si	1.352	1.347	8.156	-0.007	-0.017	0.003
Si	4.084	4.075	8.161	-0.01	-0.011	-0.001
Si	1.365	6.81	8.163	0.001	0.004	0.001
Si	4.084	9.537	8.16	0.01	0.01	0.003
Si	1.369	12.241	8.17	0.006	0.002	0.005
Si	4.084	14.948	8.159	-0.002	-0.004	0.002
Si	6.816	1.352	8.165	0.011	0.016	0.004
Si	9.522	4.083	8.177	0.006	0.009	0.011
Si	6.795	6.803	8.166	-0.008	-0.013	-0.002
Si	9.521	9.525	8.166	0.005	0.006	0.003
Si	6.787	12.237	8.157	-0.012	-0.011	0.004
Si	9.51	14.96	8.153	-0.005	-0.003	-0.005
Si	12.24	1.357	8.16	0.005	0.009	-0.001
Si	-1.361	4.076	8.166	-0.004	0.004	-0.001
Si	12.221	6.798	8.18	-0.012	-0.023	0.004
Si	-1.36	9.526	8.174	-0.004	0.002	0.001
Si	12.245	12.248	8.155	0.009	0.013	0
Si	-1.354	14.956	8.147	0.007	0.01	0.003
Si	-0.004	16.313	9.518	-0.008	0.012	0.002
Si	2.717	2.713	9.51	0.001	0.001	0
Si	0.001	5.446	9.515	0.001	-0.007	0.001
Si	2.725	8.17	9.519	0.006	-0.002	-0.003
Si	0.004	10.883	9.528	-0.001	0.006	0.006
Si	2.726	13.598	9.529	-0.004	-0.004	0.009
Si	5.443	16.317	9.514	-0.003	0.01	-0.001
Si	8.165	2.717	9.53	0.004	-0.013	0
Si	5.439	5.439	9.522	0.003	0.008	0
Si	8.16	8.16	9.522	-0.003	-0.004	0.003
Si	5.438	10.883	9.528	-0.011	0.002	0.004
Si	8.153	13.598	9.512	0.004	0.007	-0.001
Si	10.874	16.319	9.514	-0.002	-0.007	0.002
Si	13.596	2.72	9.523	-0.002	-0.001	0.005
Si	10.873	5.44	9.542	-0.005	0.001	0.007
Si	13.598	8.159	9.524	0.01	-0.004	-0.002
Si	10.887	10.886	9.515	0.004	0.002	-0.003
Si	13.605	13.604	9.515	-0.001	-0.01	-0.001
Si	1.358	14.958	10.881	0.004	0	0.003
Si	4.08	17.678	10.871	0.002	-0.004	-0.002
Si	1.362	4.082	10.868	0.001	-0.001	-0.005
Si	4.082	6.803	10.877	-0.004	-0.004	0.002
Si	1.359	9.517	10.885	-0.007	-0.002	0.001
Si	4.077	12.234	10.891	0.005	-0.001	0.003
Si	6.801	14.959	10.877	-0.001	-0.002	-0.002
Si	9.529	17.682	10.887	0.002	0.012	0.002
Si	6.799	4.081	10.882	-0.001	-0.007	0.002
Si	9.514	6.803	10.891	0.004	-0.012	0
Si	6.798	9.517	10.878	-0.005	0.012	-0.001
Si	9.522	12.242	10.869	-0.004	-0.008	0.002
Si	12.236	14.96	10.87	0.006	0.011	-0.001
Si	-1.361	17.679	10.874	0.002	-0.012	-0.004
Si	12.242	4.081	10.889	0	0.008	0.005
Si	-1.36	6.8	10.882	-0.003	-0.001	0.003
Si	12.241	9.525	10.88	-0.007	0.004	-0.004
Si	-1.359	12.245	10.881	0.001	0.005	0.001
Si	2.722	16.32	12.231	-0.001	0.014	-0.002
Si	5.431	2.724	12.236	-0.002	-0.009	-0.004
Si	2.72	5.442	12.23	0.004	0.008	-0.003
Si	5.441	8.157	12.241	0.01	-0.002	-0.005
Si	2.714	10.874	12.25	-0.003	-0.003	0.003
Si	5.444	13.596	12.237	-0.011	-0.001	0.004
Si	8.161	16.323	12.236	0.002	-0.001	-0.004
Si	10.886	2.724	12.253	0.005	-0.007	0.005
Si	8.16	5.438	12.247	-0.007	0.012	0.001
Si	10.88	8.167	12.24	0.001	-0.003	0.002
Si	8.166	10.875	12.225	0	-0.001	-0.01
Si	10.88	13.599	12.232	-0.002	-0.002	-0.007
Si	13.594	16.324	12.227	-0.006	0.002	-0.001
Si	-0.001	2.726	12.224	-0.003	0.003	-0.003
Si	13.598	5.447	12.245	0	-0.015	0.001
Si	0.001	8.154	12.248	-0.002	0.002	0.001
Si	13.604	10.88	12.239	0.011	0.005	-0.004
Si	-0.003	13.602	12.245	-0.003	-0.005	0.002
Si	1.366	17.695	13.578	-0.002	-0.009	-0.009
Si	4.075	4.09	13.598	-0.009	0.004	0.001
Si	1.363	6.788	13.603	0.004	-0.012	-0.004
Si	4.074	9.506	13.602	-0.004	0.004	-0.003
Si	1.346	12.231	13.607	-0.004	0.007	0.006
Si	4.076	14.951	13.587	0.018	-0.008	0
Si	6.796	17.687	13.587	-0.007	0.01	-0.004
Si	9.528	4.09	13.611	0	-0.005	0.002
Si	6.802	6.799	13.604	-0.005	-0.01	0.002
Si	9.513	9.518	13.596	-0.003	0.013	-0.007
Si	6.812	12.231	13.582	0.008	-0.011	-0.011
Si	9.524	14.963	13.592	-0.001	0.005	0.004
Si	12.255	17.685	13.604	0.013	-0.011	0.006
Si	-1.359	4.081	13.592	0.006	0	-0.004
Si	12.241	6.815	13.603	-0.008	0.014	-0.005
Si	-1.361	9.517	13.604	-0.001	-0.002	-0.003
Si	12.239	12.239	13.593	-0.001	-0.007	-0.001
Si	-1.373	14.969	13.589	-0.01	0.014	-0.006
Si	-0.009	16.349	14.92	0.001	0.001	-0.004
Si	2.705	2.738	14.954	0.01	0.001	0.001
Si	-0.001	5.427	14.958	-0.007	0.003	-0.004
Si	2.721	8.14	14.971	-0.006	-0.001	0.006
Si	-0.009	10.867	14.977	-0.011	-0.008	0
Si	2.714	13.593	14.95	-0.006	-0.004	0.005
Si	5.437	16.317	14.933	-0.007	0.003	-0.002
Si	8.153	2.727	14.952	-0.012	-0.015	0.004
Si	5.437	5.447	14.961	0.009	0.012	-0.004
Si	8.165	8.153	14.965	0.001	0.01	-0.003
Si	5.455	10.865	14.932	0.014	0.007	-0.006
Si	8.167	13.591	14.941	-0.007	-0.008	0
Si	10.892	16.319	14.949	-0.001	0.009	-0.001
Si	-2.707	2.732	14.968	-0.003	-0.002	0
Si	10.885	5.465	14.97	0.007	-0.007	0.001
Si	-2.722	8.169	14.974	0.004	-0.007	0.002
Si	10.877	10.875	14.946	-0.005	-0.002	-0.002
Si	-2.727	13.605	14.95	0.014	0.01	0.003
O	6.365	13.848	26.877	-0.53	-0.335	0.026
O	-5.179	18.838	27.947	0.54	-0.087	-0.144
O	1.036	14.598	25.626	-0.187	0.126	0.271
O	4.304	10.575	33.376	0.075	-0.05	-0.377
O	0.057	8.343	22.148	-0.246	0.003	0.567
O	0.121	20.137	32.274	-0.203	0.464	-0.277
O	-1.712	11.968	28.355	-0.407	0.278	-0.397
O	10.404	16.073	28.282	0.192	-0.128	-0.087
O	-1.548	6.561	23.098	-0.258	-0.543	0.111
O	10.817	19.028	22.209	-0.037	0.077	0.332
O	10.901	8.174	22.236	0.017	0.141	0.634
O	5.091	8.2	25.254	0.042	-0.373	0.372
O	-0.779	16.292	28.832	0.658	0.12	0.403
O	3.588	16.988	32.58	0.155	0.083	-0.312
O	3.224	5.823	32.769	-0.158	-0.146	-0.334
O	8.571	11.269	32.594	-0.411	-0.105	-0.592
O	5.54	19.013	22.127	0.076	0.072	0.409
O	6.236	9.037	23.008	0.015	0.358	0.351
O	11.734	14.94	23.091	-0.178	0.223	0.268
O	-3.916	4.449	23.36	-0.05	-0.002	0.042
O	4.682	18.115	25.604	-0.136	0.317	-0.124
O	5.107	20.285	32.466	-0.29	-0.423	-0.293
O	3.371	5.972	28.118	0.302	0.376	-0.417
O	-2.855	17.731	32.6	-0.204	0.247	-0.166
O	8.711	8.02	28.614	-0.032	0.037	-0.072
O	4.75	15.685	27.82	-0.46	-0.5	0.118
O	-0.625	19.167	25.22	-0.107	0.153	-0.015
O	1.538	10.429	22.906	-0.294	-0.016	0.366
O	-0.098	4.651	29.833	-0.182	-0.072	-0.089
O	-3.784	10.076	23.083	-0.245	0.101	0.572
O	0.718	14.147	32.3	-0.311	-0.223	-0.256
O	-2.232	9.034	31.174	-0.287	0.054	-0.235
O	10.837	13.704	25.248	0.108	0.069	0.514
O	2.272	12.859	27.434	0.246	0.431	-0.16
O	6.138	8.968	32.491	-0.166	0.195	-0.559
O	-2.986	15.147	28.024	-0.222	-0.188	-0.051
O	0.002	13.498	22.132	0.039	0.069	0.441
O	6.919	18.997	26.636	0.197	0.434	0.203
O	1.776	15.125	23.12	0.521	-0.117	0.029
O	9.383	17.707	26.511	0.128	0.182	-0.3
O	9.324	15.128	30.421	-0.486	-0.376	0.082
O	9.33	16.965	22.832	0.371	-0.369	0.404
O	6.896	6.727	24.13	-0.047	0.108	0.221
O	-2.484	10.957	25.19	-0.096	0.339	0.42
O	-1.822	8.454	24.949	0.072	0.118	-0.241
O	2.596	12.359	32.538	0.058	-0.086	-0.117
O	1.115	19.609	23.239	0.008	0.075	0.511
O	7.576	17.42	24.654	-0.376	0.352	-0.282
O	3.319	10.027	24.695	-0.212	-0.527	0.011
O	8.506	16.47	32.632	-0.216	-0.342	-0.092
O	-5.933	11.612	30.816	-0.162	0.261	-0.033
O	3.544	9.166	27.149	-0.366	-0.156	-0.028
O	4.853	16.459	30.336	0.322	0.082	0.007
O	7.009	15.714	22.735	-0.284	0.374	0.251
O	-1.732	18.624	27.62	-0.33	0.077	0.502
O	-0.87	4.637	26.972	-0.384	0.212	0.612
O	-2.41	10.992	32.902	0.044	-0.404	0.015
O	-5.542	9.848	32.782	0.19	0.153	-0.243
O	-3.482	9.259	26.866	-0.017	-0.249	0.015
O	11.065	5.157	25.574	0.026	0.071	-0.04
O	7.152	16.395	27.025	0.366	-0.182	0.459
O	9.694	5.23	33.504	-0.021	-0.077	-0.426
O	-5.921	17.414	31.218	0.18	0.146	-0.178
O	5.439	13.671	22.09	-0.144	0.143	0.338
O	-1.601	14.025	30.011	0.483	0.141	0.539
O	-3.097	19.938	25.77	-0.338	-0.459	0.228
O	2.797	17.136	28.891	-0.239	-0.404	0.092
O	-3.913	7.936	33.553	0.027	-0.048	-0.231
O	-3.884	13.176	33.409	0.071	0.011	-0.311
O	7.384	11.613	27.797	0.11	0.006	0.396
O	-3.477	12.217	30.268	-0.166	-0.18	0.664
O	3.735	8.211	29.574	0	0.017	0.402
O	9.226	6.316	23.048	0.151	0.043	0.242
O	10.129	6.859	30.461	0.084	-0.213	0.365
O	7.417	7.367	30.676	-0.365	-0.28	-0.455
O	10.014	19.792	30.023	-0.672	0.291	0.242
O	-5.22	19.68	32.443	0.323	-0.157	-0.185
O	4.323	5.727	30.471	0.155	-0.168	-0.419
O	8.736	15.03	24.531	0.188	0.094	0.391
O	0.663	17.098	24.363	-0.258	-0.184	0.202
O	6.983	18.579	33.313	-0.105	0.15	-0.286
O	7.056	13.253	33.424	-0.205	0.148	-0.47
O	-1.931	6.661	32.501	0.276	-0.372	-0.252
O	-1.06	15.898	33.275	-0.122	-0.029	-0.507
O	8.506	4.833	25.088	-0.253	-0.528	0.098
O	-0.115	9.694	32.567	0.262	0.146	-0.309
O	-4.798	5.251	28.811	0.258	-0.042	-0.203
O	-2.689	16.375	22.127	0.116	0.018	0.473
O	1.76	18.628	33.478	-0.071	0.03	-0.079
O	4.486	4.067	26.748	0.409	0.454	-0.364
O	-2.79	16.392	30.392	-0.364	-0.281	0.067
O	9.451	12.77	23.243	0.031	-0.085	0.306
O	0.738	17.868	27.525	0.116	0.072	-0.538
O	1.828	12.89	30.089	-0.322	0.126	-0.057
O	8.478	12.735	25.746	-0.084	-0.547	-0.147
O	9.119	9.323	30.851	-0.04	0.027	0.023
O	2.487	19.728	28.26	0.297	-0.134	0.216
O	7.58	9.185	26.67	-0.062	-0.074	-0.692
O	-1.369	18.718	30.647	0.136	-0.187	-0.481
O	5.684	9.733	28.574	0.192	-0.123	0.72
O	3.119	14.71	31.376	-0.143	0.155	-0.215
O	-5.53	15.119	32.559	-0.055	-0.125	-0.226
O	5.486	10.634	26.153	-0.153	0.617	-0.47
O	-3.639	12.679	23.678	-0.328	-0.052	-0.142
O	-1.079	18.307	22.838	-0.334	0.271	0.229
O	-0.157	6.48	25.341	0.398	0.15	-0.216
O	5.386	15.626	25.216	0.296	-0.625	-0.4
O	8.63	14.007	28.11	-0.008	0.006	-0.032
O	2.693	5.305	22.309	0.127	0.067	0.581
O	8.036	10.842	22.257	-0.162	-0.199	0.328
O	1.103	18.671	30.142	0.334	-0.371	0.257
O	-1.553	11.45	22.776	0.383	-0.339	0.137
O	5.43	15.098	32.529	0.135	-0.055	-0.411
O	-2.867	6.101	25.21	0.012	0.059	0.415
O	1.991	12.293	24.817	-0.011	0.372	-0.344
O	-1.033	11.474	30.815	0.405	0.276	-0.222
O	4.224	17.066	23.183	-0.031	-0.1	0.124
O	5.058	18.253	28.276	0.244	0.458	0.185
O	5.772	6.418	32.538	-0.017	-0.069	0.474
O	1.542	7.801	33.412	-0.143	0.128	-0.338
O	-0.067	12.354	26.408	-0.557	0.323	-0.416
O	10.191	9.326	26.839	-0.047	0.22	-0.612
O	-4.784	8.027	28.65	-0.003	0.077	0.07
O	8.125	7.364	33.101	0.148	0.226	-0.295
O	-3.119	14.737	25.346	0.375	-0.021	-0.029
O	9.207	6.958	26.322	-0.14	-0.042	-0.303
O	1.793	6.514	30.183	-0.056	-0.108	0.69
O	3.729	11.908	22.947	0.036	0.105	0.2
O	9.435	4.53	27.538	-0.41	-0.06	0.106
O	-4.266	16.864	26.466	-0.114	0.405	-0.214
O	-3.473	6.775	30.461	0.119	-0.173	0.043
O	0.459	6.515	27.977	-0.092	0.372	0.011
O	0.787	11.037	28.534	-0.173	-0.527	0.169
O	-4.858	10.787	28.568	-0.051	0.044	0.044
O	3.333	10.904	29.102	0.324	0.29	0.356
O	-0.925	9.877	26.966	0.436	-0.437	0.269
O	-5.384	13.47	29.029	0.441	-0.055	-0.336
O	7.312	4.473	22.851	-0.064	-0.398	0.219
O	-0.813	7.134	30.179	0.047	0.399	-0.125
O	2.909	16.261	25.258	-0.002	0.117	0.598
O	-1.511	16.486	26.346	0.187	-0.157	-0.565
O	1.815	4.965	26.31	-0.098	0.006	-0.456
O	-3.901	18.797	30.433	0.225	0.204	-0.378
O	4.518	7.024	23.034	-0.002	0.033	0.203

Results
total energy: -101655.657 eV
total energy less fixed offsets of O -438.35, Si -107.03 eV per atom: -2.457 eV
